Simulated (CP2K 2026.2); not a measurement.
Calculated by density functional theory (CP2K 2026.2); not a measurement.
Periodic cell of 506 atoms, Si360O144H2, from a study of silicon, its oxide and their interface. The atomic structure is a simulated model.
Doubt: the forces sum to 2.61 eV/angstrom along one axis rather than to zero, so they err by at least 0.0052 eV/angstrom per atom on average; the grid cutoff is modest.

Settings: functional PBE; method Gaussian and plane waves; basis set DZVP-MOLOPT-SR-GTH; pseudopotentials GTH-PBE; grid cutoff 350 Ry, relative cutoff 50 Ry; k points Gamma only; occupations fixed; spin none; net charge 0.

Cell vectors (angstrom)
a 16.32 0 0
b 0.0001 16.3201 0
c 2.7063 6.8617 34.5495

Atoms and the computed forces on them: element, x, y, z (angstrom), force x, y, z (eV/angstrom)
Si 1.013 15.225 0.012 0.081 -0.113 -0.133
Si 3.761 1.613 0.023 0.135 -0.044 -0.189
Si 1.609 3.876 0.222 -0.037 -0.011 -0.155
Si 4.261 6.47 0.119 0.049 0.086 -0.064
Si 0.951 9.846 0.074 0.202 -0.046 -0.164
Si 4.491 11.828 0.028 -0.134 0.031 -0.409
Si 7.071 14.749 0.325 0.004 0.111 -0.217
Si 9.816 1.088 0.302 -0.036 0.028 -0.258
Si 6.494 4.285 0.128 0.086 -0.037 -0.118
Si 9.633 6.37 0.09 0.002 -0.047 0.004
Si 6.765 9.676 0.196 -0.026 -0.023 -0.032
Si 9.165 12.48 0.205 0.107 -0.011 -0.359
Si 12.047 15.299 0.068 -0.078 0.01 -0.177
Si 17.832 8.001 34.513 -0.124 0.083 -0.04
Si 11.949 4.272 0.035 0.024 -0.124 -0.15
Si 14.844 7.014 0.008 0.043 -0.025 -0.028
Si 15.249 16.022 34.54 -0.22 0.069 -0.222
Si 15.069 12.089 0.064 0.073 0.057 -0.134
Si 2.649 16.308 1.357 -0.03 0.032 -0.233
Si 5.382 2.664 1.427 -0.067 0.035 -0.206
Si 2.765 5.394 1.565 0.017 -0.079 -0.178
Si 5.463 8.09 1.402 0.004 -0.007 -0.251
Si 2.731 10.853 1.328 -0.051 -0.021 -0.144
Si 5.42 13.528 1.436 0.083 -0.117 -0.149
Si 8.256 16.256 1.64 0.042 0.012 -0.216
Si 10.942 2.716 1.536 -0.053 0.046 -0.224
Si 8.122 5.318 1.532 -0.055 -0.005 -0.254
Si 10.855 8.073 1.307 0.054 -0.114 -0.243
Si 8.15 10.906 1.604 -0.044 -0.026 -0.196
Si 10.886 13.631 1.382 -0.09 0.083 -0.331
Si 13.605 16.375 1.456 0.09 -0.022 -0.286
Si 16.286 2.676 1.407 0.057 -0.093 -0.325
Si 13.6 5.427 1.332 -0.049 0.078 -0.313
Si 16.293 8.19 1.443 -0.048 0.029 -0.157
Si 13.556 10.834 1.368 0.028 -0.154 -0.185
Si 16.268 13.62 1.4 0.05 0.002 -0.172
Si 1.326 1.313 2.814 -0.041 0.08 0.043
Si 4.091 4.013 2.902 0.074 -0.059 0.163
Si 1.354 6.807 2.792 -0.051 0.053 0.05
Si 4.039 9.449 2.761 0.028 0.023 -0.059
Si 1.399 12.266 2.735 -0.027 -0.011 -0.004
Si 4.024 14.926 2.736 -0.003 0.046 -0.047
Si 6.781 1.325 2.819 -0.057 0.089 0.002
Si 9.489 3.98 2.885 -0.092 -0.032 0.105
Si 6.814 6.781 2.835 0.031 -0.021 0.105
Si 9.568 9.467 2.774 0.074 -0.058 0.04
Si 6.755 12.236 2.909 -0.053 0.013 0.233
Si 9.606 14.903 2.941 0.087 -0.039 0.129
Si 12.316 1.4 2.881 0.061 0.013 0.182
Si 14.938 4.068 2.748 -0.024 0.011 -0.015
Si 12.22 6.761 2.774 0.013 0.005 -0.082
Si 14.921 9.52 2.816 -0.018 0.012 0.131
Si 12.207 12.211 2.73 0.028 -0.014 0.087
Si 14.914 14.933 2.802 -0.068 -0.01 0.122
Si 16.286 16.274 4.197 0.046 0.053 -0.098
Si 2.683 2.665 4.232 0.022 0.009 -0.114
Si 16.303 5.424 4.134 -0.017 0.016 0.026
Si 2.701 8.134 4.188 0.056 0.01 0.04
Si 16.338 10.893 4.139 -0.033 -0.061 -0.09
Si 2.709 13.595 4.17 -0.062 -0.048 0.02
Si 5.399 16.268 4.145 0.035 0.013 0.018
Si 8.117 2.655 4.246 0.061 0.018 0.008
Si 5.457 5.417 4.229 -0.005 -0.071 -0.079
Si 8.19 8.144 4.182 -0.091 -0.039 0.01
Si 5.384 10.813 4.194 0.033 0.09 -0.056
Si 8.165 13.567 4.265 0.015 0.004 -0.064
Si 10.948 16.326 4.247 -0.051 -0.087 -0.058
Si 13.651 2.755 4.232 -0.055 -0.086 0.011
Si 10.865 5.402 4.19 0.045 0.025 -0.072
Si 13.573 8.131 4.185 -0.035 0.029 -0.099
Si 10.892 10.848 4.155 -0.02 -0.014 0.012
Si 13.565 13.547 4.16 0.045 0.045 -0.034
Si 1.329 14.929 16.55 -0.003 0.015 0.039
Si 4.055 17.655 16.567 -0.022 0.034 0.028
Si 1.365 4.044 16.561 0.006 -0.015 0.05
Si 4.08 6.78 16.575 0.002 -0.004 0.065
Si 1.347 9.47 16.576 0.017 0.05 0.042
Si 4.092 12.232 16.544 -0.005 -0.025 0.016
Si 6.792 14.919 16.575 0.029 0.013 0.005
Si 9.534 17.658 16.561 -0.045 0.006 0.029
Si 6.782 4.045 16.535 -0.031 0.001 0.012
Si 9.49 6.759 16.546 -0.015 0.028 0.017
Si 6.803 9.481 16.556 0.017 -0.02 0.056
Si 9.496 12.185 16.559 0.02 -0.012 0.037
Si 12.236 14.892 16.543 0.016 -0.026 0.039
Si 14.949 17.637 16.564 0.031 -0.011 0.05
Si 12.229 4.028 16.581 0.03 -0.013 0.036
Si 14.962 6.773 16.56 -0.013 -0.024 0.035
Si 12.225 9.481 16.527 0.012 -0.034 0.03
Si 14.93 12.197 16.561 -0.027 0.045 0.045
Si 2.694 16.275 17.932 -0.029 0.003 0.003
Si 5.395 19.055 17.92 0.098 -0.031 0.033
Si 2.693 5.439 17.947 0.032 -0.054 -0.024
Si 5.476 8.119 17.953 -0.075 0.055 0.091
Si 2.745 10.857 17.888 0.009 -0.028 0.09
Si 5.413 13.588 17.97 0.019 0.002 0.036
Si 8.19 16.277 17.912 -0.058 -0.02 0.112
Si 10.884 18.985 17.991 0.003 0.023 -0.027
Si 8.161 5.361 17.917 -0.033 0.028 0.018
Si 10.816 8.172 17.887 0.075 -0.082 0.093
Si 8.131 10.843 17.959 0.032 0.018 0.011
Si 10.915 13.489 17.915 -0.05 0.078 0.036
Si 13.559 16.277 17.921 0.033 -0.06 0.012
Si 16.358 18.967 17.928 -0.076 0.105 0.087
Si 13.592 5.42 17.92 0.025 0 0.084
Si 16.316 8.104 17.979 -0.011 0.014 -0.044
Si 13.596 10.79 17.929 -0.062 0.012 0.005
Si 16.258 13.6 17.923 0.042 -0.06 0.063
Si 17.662 17.573 19.362 -0.067 0.006 0.024
Si 4.029 4.089 19.333 -0.003 0.001 -0.059
Si 17.703 6.791 19.379 0.022 0.026 0.035
Si 4.123 9.536 19.309 0.115 0.113 -0.09
Si 17.676 12.227 19.213 -0.024 0.037 -0.227
Si 4.044 14.967 19.349 -0.002 -0.055 -0.064
Si 6.781 17.668 19.229 0.017 0.093 -0.143
Si 9.513 4.043 19.345 -0.003 -0.013 -0.03
Si 6.823 6.696 19.314 0.018 -0.006 -0.103
Si 9.489 9.49 19.355 0.01 0.006 -0.03
Si 6.785 12.226 19.331 -0.016 -0.026 -0.107
Si 9.616 14.909 19.26 0.131 0.029 -0.086
Si 12.246 17.601 19.361 -0.06 0.014 -0.01
Si 15.024 4.068 19.257 0.114 -0.016 -0.21
Si 12.16 6.802 19.236 -0.068 0.047 -0.146
Si 14.94 9.453 19.34 -0.012 -0.012 -0.06
Si 12.197 12.063 19.331 -0.101 -0.076 -0.013
Si 14.857 14.922 19.339 -0.009 -0.052 -0.007
Si 16.194 16.268 20.766 0.079 0.085 0.179
Si 2.719 18.981 20.699 0.004 -0.032 0.14
Si 16.353 5.396 20.729 -0.112 -0.108 0.203
Si 2.793 8.188 20.702 -0.028 0.01 0.203
Si 16.394 10.834 20.578 0.088 -0.032 0.212
Si 2.611 13.603 20.649 0.022 -0.028 0.173
Si 5.427 16.38 20.644 -0.051 -0.004 0.206
Si 8.156 18.949 20.654 -0.038 -0.148 0.281
Si 5.42 5.42 20.721 -0.027 0.024 0.143
Si 8.182 8.047 20.679 0.07 0.008 0.282
Si 5.45 10.918 20.765 -0.088 -0.061 0.342
Si 8.224 13.586 20.58 -0.054 -0.061 0.198
Si 10.956 16.184 20.78 -0.176 -0.11 0.202
Si 13.647 19.042 20.58 0.037 0.016 0.158
Si 10.833 5.481 20.676 0.001 0.138 0.329
Si 13.465 8.137 20.652 -0.058 0.014 0.131
Si 10.807 10.796 20.851 0.038 0.003 0.255
Si 13.542 13.417 20.657 0.121 0.054 0.222
Si 17.295 14.614 22.045 -0.116 0.176 0.316
Si 4.343 17.953 22.09 -0.063 -0.067 0.244
Si 17.491 20.084 22.073 0.101 0.067 0.289
Si 4.401 7.117 22.065 -0.174 -0.108 0.343
Si 17.988 9.813 21.997 -0.208 -0.178 0.252
Si 3.769 12.119 22.032 0.087 -0.019 0.047
Si 7.041 15.168 21.796 0.112 0.191 0.076
Si 9.255 17.289 21.999 0.132 0.162 0.043
Si 6.583 20.122 21.965 0.056 -0.027 0.253
Si 9.723 6.996 22.213 -0.079 -0.139 -0.131
Si 6.67 9.249 21.987 -0.008 0.043 0.023
Si 9.573 12.423 22.141 0.033 0.031 -0.01
Si 12.004 14.441 22.12 0.159 0.027 0.208
Si 15.12 17.981 22.069 -0.19 -0.069 0.315
Si 12.473 20.609 21.829 -0.015 0.002 0.239
Si 14.596 6.505 21.851 0.006 -0.011 0.318
Si 11.991 9.202 22.231 0.044 0.064 -0.044
Si 15.206 12.289 21.931 -0.01 0.001 0.147
Si 15.422 6.801 24.638 0.078 -0.048 0.601
Si 6.031 9.388 29.249 -0.125 0.088 -0.097
Si 2.578 12.056 32.514 0.229 0.054 -0.287
Si 10.271 12.222 28.735 0.043 -0.01 0.081
Si 5.744 16.174 27.056 0.096 0.086 0.431
Si 10.683 19.146 24.051 0.212 -0.122 0.117
Si 3.953 18.404 27.745 -0.021 0.143 0.226
Si 17.488 15.662 25.011 -0.258 -0.192 0.448
Si 4.52 11.952 30.159 0.222 -0.094 -0.396
Si 6.215 14.013 31.774 0.114 -0.162 -0.58
Si 17.705 21.059 24.911 -0.144 0.043 0.527
Si 11.832 19.456 26.739 0.174 0.073 0.404
Si 11.915 21.587 30.734 0.067 0.182 -0.378
Si 7.573 21.368 27.375 -0.018 0.054 0.337
Si 4.346 16.405 31.649 -0.097 0.177 -0.463
Si 11.268 14.833 27.261 -0.024 0.032 0.177
Si 3.425 6.975 25.056 0.05 0.185 0.425
Si 14.881 17.528 25.065 -0.034 0.073 0.502
Si 12.26 10.092 29.923 0.135 -0.118 -0.47
Si 16.534 9.911 32.408 -0.173 -0.123 -0.365
Si 7.697 11.265 27.284 -0.131 0.153 0.485
Si 15.938 20.371 32.47 0.119 0.037 -0.391
Si 12.971 13.796 24.92 0.089 0.168 0.574
Si 13.359 16.988 27.51 -0.168 0.106 0.277
Si 15.767 10.676 26.635 0.14 0.122 0.26
Si 10.79 9.431 32.57 0.083 0.017 -0.125
Si 8.395 5.024 24.291 -0.059 -0.011 0.231
Si 3.267 21.145 29.083 -0.039 -0.078 -0.259
Si 15.95 19.837 26.89 -0.096 0.108 0.224
Si 5.187 12.871 24.594 0.002 0.16 0.723
Si 7.624 11.02 24.204 0.221 0.06 0.237
Si 3.765 17.227 25.143 0.153 0.237 0.281
Si 15.514 15.74 29.141 0.116 0.051 -0.188
Si 6.836 7.488 31.548 -0.14 -0.042 -0.432
Si 11.152 14.982 32.51 -0.176 0.05 -0.288
Si 13.196 18.984 32.055 -0.218 0.156 -0.546
Si 17.004 19.812 29.667 0.168 -0.2 -0.416
Si 17.461 8.955 24.956 0.078 0.114 0.471
Si 5.168 13.138 27.414 -0.016 -0.012 0.277
Si 15.185 9.635 29.602 -0.31 -0.098 -0.378
Si 9.998 20.849 28.622 0.231 0.093 0.112
Si 4.732 21.584 31.637 -0.005 0.134 -0.376
Si 9.006 14.176 30.47 -0.196 -0.187 -0.446
Si 13.339 7.385 29.361 0.111 0.044 -0.096
Si 6.172 18.967 31.562 0.126 -0.145 -0.43
Si 8.642 16.106 27.972 0.1 0.046 0.047
Si 5.015 6.879 27.609 0.002 -0.013 0.098
Si 13.671 10.887 24.34 0.232 0.147 0.445
Si 15.667 13.826 26.665 0.033 -0.128 0.219
Si 8.107 18.938 29.164 0.066 0.045 0.031
Si 13.93 16.258 31.695 0.184 -0.04 -0.56
Si 13.775 5.64 26.757 0.06 -0.149 0.348
Si 18.294 17.126 29.729 -0.114 0.028 -0.208
Si 9.474 6.678 32.143 0.059 -0.212 -0.416
Si 1.341 14.927 5.566 0 0.002 -0.046
Si 4.065 1.299 5.571 -0.043 0.014 -0.04
Si 1.326 4.068 5.557 0.031 -0.039 -0.047
Si 4.066 6.776 5.569 -0.005 -0.021 -0.028
Si 1.344 9.512 5.544 0.002 0.022 -0.056
Si 4.05 12.212 5.554 0.01 -0.023 -0.032
Si 6.772 14.946 5.57 0.035 0.001 -0.015
Si 9.52 1.322 5.595 -0.032 -0.031 0.004
Si 6.793 4.049 5.606 0.014 0.035 -0.007
Si 9.519 6.771 5.572 0.015 0.007 -0.051
Si 6.793 9.483 5.556 0.01 0.002 -0.039
Si 9.53 12.177 5.58 -0.055 -0.005 -0.031
Si 12.263 14.918 5.59 0.006 0.018 -0.021
Si 14.969 1.341 5.585 0.025 0.028 -0.027
Si 12.238 4.072 5.583 -0.008 -0.001 -0.028
Si 14.952 6.769 5.544 -0.034 0.007 -0.053
Si 12.229 9.499 5.561 0.056 -0.018 -0.035
Si 14.958 12.215 5.538 0.006 0.013 -0.046
Si 2.703 16.275 6.948 0.022 0.009 0.012
Si 5.419 2.676 6.947 0.007 0.008 -0.003
Si 2.701 5.414 6.934 0.002 0.014 -0.004
Si 5.433 8.13 6.94 0.017 -0.009 -0.005
Si 2.698 10.857 6.935 -0.013 0.022 0.014
Si 5.419 13.566 6.931 0.023 -0.009 0.002
Si 8.145 16.286 6.954 0.002 0.007 -0.007
Si 10.879 2.698 6.951 -0.015 0.008 -0.008
Si 8.163 5.414 6.957 -0.008 -0.033 0
Si 10.875 8.137 6.94 -0.029 0.008 0.017
Si 8.148 10.836 6.945 0.006 0.006 0.002
Si 10.882 13.557 6.945 -0.003 0.018 0.002
Si 13.612 16.292 6.954 0.001 -0.036 0.009
Si 16.319 2.701 6.954 -0.006 -0.012 0.013
Si 13.6 5.427 6.946 -0.015 0.001 0.012
Si 16.309 8.139 6.916 0 -0.004 -0.002
Si 13.604 10.853 6.925 0.008 -0.028 0.001
Si 16.305 13.567 6.936 -0.013 0.003 0.001
Si 1.356 17.651 8.321 0.018 0.022 -0.001
Si 4.059 4.048 8.31 -0.01 -0.02 0.001
Si 1.344 6.781 8.302 0.008 -0.005 -0.001
Si 4.067 9.496 8.304 0.022 0.013 0
Si 1.342 12.21 8.315 -0.005 -0.026 0.006
Si 4.066 14.919 8.318 -0.014 -0.006 0.002
Si 6.787 17.648 8.324 0.023 0.007 0.012
Si 9.519 4.052 8.327 0.022 0.018 0.009
Si 6.79 6.77 8.319 -0.004 -0.006 0.004
Si 9.509 9.483 8.32 -0.022 -0.02 0.003
Si 6.786 12.209 8.305 0.012 0.014 -0.003
Si 9.511 14.918 8.313 -0.036 -0.025 0.007
Si 12.237 17.649 8.317 -0.026 -0.018 -0.003
Si 14.951 4.057 8.32 -0.01 -0.014 0
Si 12.235 6.78 8.318 0.024 0.003 0
Si 14.954 9.489 8.305 -0.004 0.003 -0.004
Si 12.245 12.202 8.315 0.003 0.016 -0.008
Si 14.962 14.927 8.325 0.018 0.04 0.002
Si 16.318 16.29 9.696 -0.008 -0.014 0.001
Si 2.711 2.69 9.695 0.005 -0.006 0.007
Si 16.313 5.419 9.687 -0.003 -0.001 0
Si 2.709 8.134 9.679 -0.006 -0.009 -0.002
Si 16.309 10.844 9.688 0.002 0.006 -0.002
Si 2.706 13.563 9.693 0.011 0.011 -0.001
Si 5.426 16.283 9.692 0.008 -0.001 0
Si 8.153 2.688 9.692 -0.015 0.005 0.008
Si 5.426 5.405 9.685 0.016 0.002 0.002
Si 8.149 8.126 9.694 0.007 0.003 0.009
Si 5.426 10.853 9.684 0.001 -0.006 -0.003
Si 8.146 13.563 9.685 0.006 -0.001 0.006
Si 10.87 16.286 9.684 0.007 0.011 -0.001
Si 13.593 2.691 9.691 -0.001 0.003 0.002
Si 10.879 5.414 9.694 -0.017 -0.017 -0.001
Si 13.598 8.134 9.69 -0.015 0 -0.001
Si 10.876 10.844 9.687 -0.002 0.004 0
Si 13.596 13.567 9.692 -0.006 -0.007 0.003
Si 1.354 14.926 11.07 0.014 0.001 -0.001
Si 4.071 17.649 11.067 -0.003 0.007 0.001
Si 1.348 4.053 11.062 0.002 0 -0.004
Si 4.065 6.771 11.055 -0.004 0.005 -0.004
Si 1.352 9.488 11.063 0.007 -0.001 0.002
Si 4.068 12.207 11.067 -0.004 0.003 0.005
Si 6.789 14.923 11.063 0.005 0.003 0.004
Si 9.511 17.643 11.065 -0.001 0.001 0.004
Si 6.788 4.047 11.062 0.009 -0.012 0.001
Si 9.511 6.766 11.066 0 -0.003 0.001
Si 6.785 9.491 11.058 0.003 0.002 0
Si 9.51 12.205 11.056 -0.006 0 -0.001
Si 12.229 14.927 11.06 -0.009 0.003 -0.003
Si 14.952 17.649 11.064 -0.001 -0.001 -0.001
Si 12.234 4.047 11.067 0.01 -0.001 0.006
Si 14.953 6.771 11.067 0.002 -0.005 0.002
Si 12.233 9.484 11.065 0.011 -0.003 -0.005
Si 14.952 12.204 11.065 -0.006 0.001 -0.005
Si 2.711 16.291 12.442 0.013 -0.003 0.001
Si 5.434 2.686 12.441 0.011 0.011 0.003
Si 2.711 5.41 12.434 -0.008 -0.003 -0.003
Si 5.422 8.133 12.431 0.013 -0.015 -0.001
Si 2.71 10.846 12.443 0.001 -0.006 -0.002
Si 5.427 13.569 12.442 -0.001 -0.004 -0.003
Si 8.149 16.282 12.439 -0.012 -0.011 -0.003
Si 10.874 2.683 12.44 -0.008 0.002 -0.001
Si 8.148 5.406 12.437 0.008 0 -0.001
Si 10.875 8.119 12.439 -0.017 0.009 0.002
Si 8.151 10.845 12.429 -0.002 0.008 -0.004
Si 10.864 13.569 12.432 0.015 -0.007 0.001
Si 13.591 16.285 12.434 -0.007 0.007 -0.003
Si 16.308 2.693 12.437 0.002 -0.006 -0.001
Si 13.595 5.405 12.44 -0.014 -0.007 -0.004
Si 16.317 8.127 12.443 -0.001 0.002 -0.004
Si 13.591 10.844 12.437 0 0.005 -0.001
Si 16.315 13.56 12.439 -0.005 0.012 -0.002
Si 1.347 17.653 13.809 -0.023 0.019 -0.002
Si 4.072 4.052 13.807 0.008 -0.026 -0.005
Si 1.355 6.763 13.817 0.019 -0.003 0.001
Si 4.071 9.49 13.819 -0.012 0.005 0.007
Si 1.349 12.201 13.821 0.008 0.009 -0.004
Si 4.07 14.934 13.819 -0.008 0.009 -0.001
Si 6.791 17.64 13.817 0.009 0.003 -0.005
Si 9.512 4.045 13.811 -0.017 0.005 0
Si 6.78 6.769 13.799 -0.019 0.03 -0.006
Si 9.508 9.48 13.801 0.024 -0.019 0.002
Si 6.794 12.204 13.806 0.024 -0.014 -0.004
Si 9.507 14.923 13.817 -0.011 0.022 0.003
Si 12.235 17.64 13.815 0.019 -0.011 0.004
Si 14.951 4.046 13.819 0.005 0.008 0
Si 12.232 6.756 13.816 0.031 -0.024 -0.003
Si 14.954 9.488 13.812 -0.018 0.008 -0.005
Si 12.222 12.203 13.798 -0.027 0.017 -0.006
Si 14.951 14.922 13.803 0.017 -0.03 -0.007
Si 16.302 16.29 15.175 0.007 -0.001 -0.013
Si 2.713 19.011 15.177 0.02 0.019 -0.015
Si 16.316 5.402 15.192 -0.031 -0.022 -0.004
Si 2.713 8.126 15.194 -0.007 -0.007 0.003
Si 16.309 10.84 15.2 0.007 -0.013 0.018
Si 2.705 13.574 15.185 -0.006 -0.018 -0.01
Si 5.429 16.289 15.204 0.023 -0.001 0.009
Si 8.156 19.001 15.182 -0.005 -0.019 0.002
Si 5.424 5.418 15.182 0.036 0.009 -0.015
Si 8.143 8.121 15.169 -0.014 -0.016 -0.015
Si 5.443 10.849 15.187 0.003 0.025 -0.014
Si 8.145 13.559 15.19 -0.028 -0.011 0
Si 10.877 16.277 15.19 -0.025 -0.014 -0.017
Si 13.592 19.002 15.193 -0.014 0.012 0.006
Si 10.872 5.395 15.196 0.002 0.008 0.016
Si 13.597 8.119 15.177 -0.004 0.006 -0.014
Si 10.861 10.845 15.171 0.007 0.02 -0.02
Si 13.592 13.551 15.164 0.014 0.019 -0.008
O 12.936 14.62 23.504 -0.019 0.014 -0.518
O 9.917 15.711 27.057 0.079 0.18 -0.289
O 12.191 8.558 29.336 -0.216 -0.013 0.24
O 2.452 5.773 25.563 -0.275 -0.277 0.039
O 4.369 21.373 33.204 0.033 0.077 0.296
O 3.691 17.458 23.547 0.137 -0.111 -0.375
O 2.749 10.929 22.596 0.025 0.09 -0.323
O 9.16 22.569 33.679 0.104 0.144 0.349
O 5.511 8.231 22.601 0.035 -0.062 -0.214
O 8.805 17.603 28.563 -0.078 -0.02 0.157
O 16.404 14.944 34.028 0.073 -0.151 0.407
O 2.651 8.406 25.234 0.187 0.13 -0.373
O 14.694 16.953 28.43 0.237 0.07 -0.194
O 11.482 18.649 25.38 0.128 -0.175 -0.268
O 14.73 16.585 33.072 0.358 0.328 0.49
O 15.181 10.383 33.196 -0.081 0.155 0.09
O 7.007 8.005 33.079 0.188 0.261 0.557
O 17.274 9.219 23.366 0.17 0.158 -0.556
O 18.897 17.852 34.066 0.133 -0.054 0.372
O 10.387 16.055 33.464 -0.082 0.086 0.078
O 6.064 13.89 33.39 0.023 -0.079 0.431
O 17.996 20.88 28.927 -0.124 -0.036 0.165
O 5.363 9.626 34.127 0.081 0.057 0.373
O 7.81 14.174 31.544 0.182 -0.036 0.013
O 3.762 6.616 23.51 0.261 -0.038 -0.685
O 16.282 5.423 24.484 -0.116 0.019 -0.274
O 8.359 17.59 34.11 -0.09 -0.198 0.559
O 5.488 19.04 22.604 0.157 -0.075 -0.294
O 12.724 9.759 23.628 -0.106 -0.036 -0.174
O 17.194 19.655 33.228 0.132 0.027 0.221
O 7.575 9.658 23.32 0.216 -0.247 -0.3
O 17.161 10.259 25.885 0.091 -0.194 -0.022
O 5.146 14.766 27.602 -0.126 -0.015 0.159
O 12.295 18.573 33.343 0.053 0.055 0.336
O 14.831 15.454 30.592 -0.337 -0.14 0.404
O 1.954 20.441 23.514 -0.095 -0.078 -0.607
O 2.55 16.261 25.621 -0.081 -0.16 0.05
O 11.652 10.173 31.415 -0.235 -0.116 0.723
O 5.417 6.712 31.364 -0.006 0.283 -0.049
O 3.124 12.157 30.973 -0.429 0.173 0.431
O 3.426 21.422 30.681 0.002 -0.145 0.258
O 10.41 19.871 27.394 -0.261 0.119 -0.333
O 8.083 12.237 34.079 0.101 0.009 0.515
O 6.324 5.954 27.861 0.166 -0.028 0.117
O 14.628 19.443 32.641 0.052 -0.181 0.402
O 17.744 18.528 30.373 0.112 0.169 0.452
O 5.753 20.453 31.087 0.055 0.067 0.238
O 4.93 17.92 31.53 -0.01 -0.112 0.016
O 13.748 16.74 25.943 0.109 -0.208 -0.492
O 5.735 12.677 30.968 0.164 0.167 0.263
O 12.649 15.367 32.063 -0.257 -0.039 -0.038
O 14.393 14.057 25.684 -0.094 -0.011 -0.397
O 2.984 16.363 30.744 0.362 0.015 0.354
O 7.352 16.091 26.992 -0.071 -0.131 -0.128
O 4.105 16.01 33.2 0.124 -0.012 0.244
O 8.948 5.646 28.06 -0.17 0.039 0.086
O 6.134 11.654 24.094 -0.021 0.169 -0.137
O 11.339 13.601 33.359 0.229 -0.189 0.052
O 9.221 11.682 27.639 -0.068 0.176 -0.247
O 9.588 20.265 24.445 -0.204 -0.152 0.054
O 14.801 8.048 29.605 0.133 -0.064 0.288
O 18.335 13.457 33.142 -0.184 0.164 0.431
O 10.723 13.512 22.66 0.03 0.004 -0.508
O 7.371 19.822 27.96 0.024 0.18 0.098
O 15.192 21.259 27.16 0.192 0.084 -0.146
O 6.705 19.169 33.076 -0.105 -0.056 0.51
O 14.027 6.542 25.432 0.078 0.2 -0.447
O 12.503 20.159 31.175 -0.044 -0.384 0.279
O 4.106 13.041 23.389 0.15 0.15 -0.279
O 16.35 7.863 25.446 -0.042 -0.114 0.115
O 5.284 17.453 27.984 -0.128 -0.034 -0.026
O 8.107 6.483 31.256 0.163 -0.19 0.3
O 13.102 6.374 30.622 0.02 -0.136 0.285
O 16.22 13.45 22.564 -0.063 0.119 -0.62
O 12.758 12.183 24.751 -0.27 -0.196 -0.077
O 16.301 19.037 22.572 0.098 -0.252 -0.525
O 13.564 6.89 34.076 -0.014 -0.094 0.662
O 11.813 8.774 33.633 0.068 0.185 -0.06
O 14.458 10.329 25.691 -0.393 -0.018 -0.502
O 7.221 20.796 23.32 -0.145 -0.094 -0.169
O 11.383 11.075 28.983 -0.048 -0.011 -0.003
O 17.673 11.025 32.613 0.056 0.041 0.234
O 13.41 17.69 31.081 -0.068 0.039 0.292
O 4.929 10.389 29.922 -0.174 -0.02 0.15
O 11.052 13.548 28.222 0.117 -0.034 0.247
O 4.103 19.841 28.5 0.061 0.132 0.054
O 9.88 8.24 31.944 0.113 -0.028 0.116
O 6.855 8.694 30.461 0.313 -0.141 0.401
O 16.213 20.578 30.863 -0.332 0.138 0.39
O 3.817 11.528 33.417 -0.086 0.094 0.247
O 9.028 6.375 23.6 0.025 0.204 -0.336
O 9.844 10.531 33.292 -0.103 -0.048 0.061
O 17.101 8.54 33.109 0.244 -0.198 0.167
O 2.698 17.55 28.333 0.118 -0.196 -0.171
O 3.716 6.148 28.267 0.042 -0.047 -0.148
O 15.579 21.776 33.218 0.068 0.118 0.29
O 10.873 8.076 22.761 0.032 0.188 -0.335
O 15.027 18.941 25.892 -0.025 -0.239 -0.063
O 16.272 9.825 30.791 0.247 0.123 0.476
O 9.947 17.867 23.383 -0.053 0.009 -0.028
O 15.105 7.378 23.165 -0.225 0.19 -0.469
O 15.728 9.971 28.107 -0.007 0.029 -0.135
O 16.326 16.796 25.078 0.122 0.023 -0.351
O 12.384 15.775 27.986 0.194 -0.247 -0.009
O 17.822 15.239 23.482 0.143 -0.228 -0.392
O 8.797 11.971 23.548 0.1 0.055 -0.099
O 7.845 10.674 25.777 0.056 -0.141 -0.395
O 13.307 6.632 27.937 0.006 0.153 -0.246
O 10.306 14.863 31.13 0.403 0.091 0.208
O 4.307 12.593 28.678 -0.352 -0.152 -0.031
O 6.709 12.566 27.432 0.191 0.155 -0.076
O 14.365 17.625 23.525 -0.102 -0.053 -0.555
O 13.839 10.537 29.893 -0.207 -0.037 0.06
O 13.563 5.356 22.517 0.147 -0.058 -0.477
O 8.11 16.229 22.56 0.074 -0.198 -0.522
O 3.753 18.567 26.116 -0.109 -0.181 -0.315
O 12.654 18.447 27.724 -0.186 -0.106 -0.047
O 4.747 7.055 26.01 0.1 -0.238 -0.425
O 5.415 15.286 31.127 -0.011 -0.135 -0.097
O 7.128 10.136 28.307 0.309 -0.065 0.12
O 13.498 12.197 34.012 -0.097 0.043 0.693
O 10.702 22.046 31.687 -0.008 -0.163 0.371
O 18.954 6.893 33.967 0.17 0.036 0.183
O 9.285 19.916 29.763 0.071 0.139 -0.027
O 17.011 14.427 25.967 0.074 0.135 -0.005
O 14.777 11.405 23.26 -0.014 0.076 -0.39
O 9.412 12.638 30.063 -0.13 0.004 0.135
O 11.335 21.511 29.212 -0.038 0.18 -0.07
O 10.775 20.468 34.191 -0.202 0.187 0.619
O 15.869 12.255 26.932 0.148 -0.13 0.155
O 15.437 14.451 28.156 0.109 -0.211 0.046
O 11.728 14.343 25.802 -0.077 -0.153 -0.207
O 17.386 20.004 26.128 0.122 -0.003 -0.22
O 7.71 5.2 25.764 0.067 0.03 -0.72
O 5.186 16.464 25.527 -0.016 -0.028 -0.236
O 12.654 20.832 26.458 -0.12 -0.118 -0.318
O 17.074 16.12 29.373 0.301 -0.076 -0.099
O 16.137 19.232 28.401 0.157 0.089 0.126
O 4.436 12.599 26.045 -0.091 -0.117 -0.326
O 7.221 18.447 30.428 -0.089 -0.079 -0.028
O 11.798 19.794 23.076 0.084 -0.049 -0.261
O 5.224 8.316 28.328 -0.247 0.132 -0.024
O 8.497 15.014 29.166 -0.142 -0.211 0.317
H 6.341 14.466 22.858 -0.108 -0.161 0.089
O 6.203 14.111 24.908 -0.061 -0.03 -0.609
H 5.838 15.02 24.834 0.014 0.09 0.017

Results
total energy: -101689.727 eV
total energy less fixed offsets of H -15.91, O -438.35, Si -107.03 eV per atom: -4.707 eV
